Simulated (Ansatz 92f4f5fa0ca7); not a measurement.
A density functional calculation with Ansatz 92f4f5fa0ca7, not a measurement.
Periodic cell of 224 atoms, Si132O90B1H1, from a study of silicon, its oxide and their interface. The atomic structure is a simulated model.
Doubt: the cutoff is low for norm-conserving oxygen, so forces and energies are approximate.

Settings: functional HSE06; potential files SPMS norm-conserving; basis plane waves; wave-function cutoff 800 eV; density cutoff ratio 4; exchange-correlation grid ratio 1; k mesh 1 x 1 x 1, Gamma-centred; occupations fixed; spin none; net charge 0.

Cell vectors (angstrom)
a, 10.938, 0, 0
b, 0, 10.938, 0
c, 0, 0, 33.0462

Atoms: element, x, y, z (angstrom)
Si, 0.3396, -0.2332, 25.7177
Si, 5.2953, 0.4097, 25.5703
Si, 2.9598, 2.5312, 25.4993
Si, 8.1388, 3.0687, 25.5225
Si, -0.3413, 5.8692, 25.6277
Si, 5.8749, 5.2398, 25.6548
Si, 2.6166, 8.572, 25.6363
Si, 8.4156, 8.1542, 25.347
Si, 1.4405, 1.4194, 26.9402
Si, 6.9137, 1.4959, 26.8688
Si, 4.1451, 4.1162, 26.8367
Si, 9.5627, 4.2404, 26.9694
Si, 1.3952, 6.9264, 26.8511
Si, 6.9351, 6.9376, 26.8549
Si, 4.1808, 9.7179, 26.923
Si, 9.5848, 9.5759, 26.8785
Si, 2.7485, 0.0282, 28.3149
Si, 8.1977, 0.0168, 28.2254
Si, -0.0057, 2.7701, 28.2489
Si, 5.4703, 2.7558, 28.2684
Si, 2.7317, 5.4767, 28.2071
Si, 8.1713, 5.5341, 28.3158
Si, -0.0084, 8.2039, 28.274
Si, 5.4802, 8.2246, 28.2297
Si, 4.1018, 1.3673, 29.628
Si, 9.5708, 1.3673, 29.628
Si, 1.3673, 4.1018, 29.628
Si, 6.8362, 4.1018, 29.628
Si, 4.1018, 6.8362, 29.628
Si, 9.5708, 6.8362, 29.628
Si, 1.3673, 9.5708, 29.628
Si, 6.8362, 9.5708, 29.628
Si, 0, 0, 30.9952
Si, 5.469, 0, 30.9952
Si, 2.7345, 2.7345, 30.9952
Si, 8.2035, 2.7345, 30.9952
Si, 0, 5.469, 30.9952
Si, 5.469, 5.469, 30.9952
Si, 2.7345, 8.2035, 30.9952
Si, 8.2035, 8.2035, 30.9952
Si, 1.3673, 1.3673, 32.3625
Si, 6.8362, 1.3673, 32.3625
Si, 4.1018, 4.1018, 32.3625
Si, 9.5708, 4.1018, 32.3625
Si, 1.3673, 6.8362, 32.3625
Si, 6.8362, 6.8362, 32.3625
Si, 4.1018, 9.5708, 32.3625
Si, 9.5708, 9.5708, 32.3625
Si, 2.7345, 0, 0.6835
Si, 8.2035, 0, 0.6835
Si, 0, 2.7345, 0.6835
Si, 5.469, 2.7345, 0.6835
Si, 2.7345, 5.469, 0.6835
Si, 8.2035, 5.469, 0.6835
Si, 0, 8.2035, 0.6835
Si, 5.469, 8.2035, 0.6835
Si, 4.1018, 1.3673, 2.0507
Si, 9.5708, 1.3673, 2.0507
Si, 1.3673, 4.1018, 2.0507
Si, 6.8362, 4.1018, 2.0507
Si, 4.1018, 6.8362, 2.0507
Si, 9.5708, 6.8362, 2.0507
Si, 1.3673, 9.5708, 2.0507
Si, 6.8362, 9.5708, 2.0507
Si, 0, 0, 3.418
Si, 5.469, 0, 3.418
Si, 2.7345, 2.7345, 3.418
Si, 8.2035, 2.7345, 3.418
Si, 0, 5.469, 3.418
Si, 5.469, 5.469, 3.418
Si, 2.7345, 8.2035, 3.418
Si, 8.2035, 8.2035, 3.418
Si, 1.3908, 1.3198, 4.7351
Si, 6.8671, 1.3455, 4.8793
Si, 4.1385, 4.006, 4.8173
Si, 9.5717, 4.0744, 4.7604
Si, 1.3639, 6.8085, 4.7914
Si, 6.758, 6.8855, 4.6914
Si, 4.0973, 9.5591, 4.7891
Si, 9.5718, 9.5718, 4.8268
Si, 2.6804, -0.0868, 6.1478
Si, 8.2106, -0.0353, 6.3128
Si, -0.0351, 2.6048, 6.0696
Si, 5.4832, 2.6324, 6.3386
Si, 2.618, 5.2981, 6.0979
Si, 8.0833, 5.4621, 5.9347
Si, -0.03, 8.1229, 6.1794
Si, 5.3715, 8.127, 6.1557
Si, 3.7539, 1.4559, 7.5551
Si, 9.9507, 1.0689, 7.5857
Si, 1.4703, 3.6947, 7.4762
Si, 6.6092, 4.4319, 7.4389
Si, 4.1692, 6.4339, 7.3653
Si, 9.2052, 6.954, 7.317
Si, 1.1553, 9.643, 7.5283
Si, 6.9988, 9.2164, 7.4658
O, 9.5361, 6.9765, 24.9563
O, 4.0997, 1.427, 25.0118
O, 8.1518, 8.1034, 7.888
O, 2.7476, 2.7213, 7.826
O, 6.9514, 4.1289, 25.0395
O, 1.4459, 9.6212, 25.1218
O, 5.4037, 5.4713, 7.8904
O, 0.0837, -0.1272, 8.0065
O, 7.522, 4.2551, 8.8098
O, 11.0585, 6.4684, 15.7522
O, 9.6316, 6.0142, 8.6099
O, 1.7726, 8.9546, 8.8981
O, 3.8817, 0.7133, 9.0254
O, 0.7365, 3.865, 8.9545
O, 9.7723, 1.9224, 9.0018
O, 3.2271, 6.7445, 8.6788
O, 7.8154, 8.882, 23.939
O, 8.9712, 2.5446, 24.1757
O, 5.3087, 6.0708, 24.3589
O, 2.158, 3.0866, 24.1354
O, 10.6077, 0.4351, 24.3998
O, 0.1968, 4.9233, 24.3936
O, 3.4583, 8.064, 24.2984
O, 6.0881, 10.8097, 24.2395
Si, 10.7427, -2.9493, 19.7058
Si, 11.8607, 5.6378, 20.7721
Si, 2.881, 4.5066, 16.784
Si, 15.5041, 2.1418, 16.8199
Si, 2.7512, -3.0253, 9.6986
Si, 6.1944, -1.4037, 15.729
Si, 6.8852, -4.0129, 11.5627
Si, 6.2216, 2.9216, 19.2709
Si, 9.2797, -0.7315, 16.2544
Si, 6.3931, 0.2293, 20.3684
Si, 10.5935, 3.049, 9.889
Si, 0.5858, 12.0732, 20.8773
Si, 3.8919, 0.6544, 10.6584
Si, 1.9501, 10.3945, 12.7625
Si, 15.2121, -0.4908, 18.0333
Si, 7.2201, -0.6701, 23.2098
Si, -2.1075, 3.2104, 17.5085
Si, 6.0395, 12.2955, 14.428
Si, 6.6881, 6.6593, 14.458
Si, 14.6024, 7.2041, 20.7558
Si, -1.2413, 1.2944, 23.3943
B, 1.1992, -4.8471, 14.9806
Si, 5.2493, 5.7002, 18.6681
Si, 3.5953, 2.7499, 12.7411
Si, 8.6346, 5.1687, 9.6088
Si, 9.2647, -0.5031, 19.2886
Si, 7.889, 6.037, 17.0187
Si, -5.356, -1.541, 10.2805
Si, 3.9312, -4.3232, 23.7236
Si, 4.5353, 5.7421, 12.8246
Si, 0.5512, 1.9673, 12.7485
Si, -1.917, 1.8564, 14.6276
Si, 1.5823, 4.5449, 23.6473
Si, 0.6497, -7.575, 18.8013
Si, 10.3973, 7.5583, 16.7552
Si, 2.0233, 7.3319, 12.5984
Si, 2.3327, -1.1681, 20.2324
O, 5.1694, -0.1848, 19.3683
O, 4.8358, 2.0716, 13.5841
O, 11.1864, -3.416, 18.1893
O, 4.9483, 2.5761, 18.3257
O, -0.7353, 13.4078, 13.655
O, -4.5128, -0.6726, 21.7504
O, 3.7236, 4.3646, 12.6482
O, -5.6454, -0.12, 11.0445
O, 7.4947, -3.9733, 13.075
O, 12.6707, -7.1692, 17.6683
O, 5.4281, 5.6619, 14.1813
O, 2.0377, 2.5061, 13.2496
O, 7.7063, -1.1417, 16.2699
O, 10.2548, 2.7392, 18.1224
O, -1.3038, -0.174, 17.7404
O, 9.5425, 0.3911, 15.1181
O, 3.0305, 10.7528, 13.9344
O, 8.4798, 0.3267, 22.8871
O, 3.5822, 7.0556, 12.9786
O, 1.1733, 6.3459, 13.6108
O, 16.8391, 4.4989, 19.6153
O, 3.6628, 3.2618, 16.0627
O, 7.5974, 2.6611, 18.4236
O, 7.5508, 1.7284, 13.8798
O, 7.6664, -5.126, 15.4278
O, 10.7607, 1.7495, 22.2147
O, 10.3157, 0.3357, 20.1696
O, -2.9789, 6.2641, 10.574
O, 3.7664, 0.738, 17.0511
O, 6.129, -2.8892, 15.0851
O, 5.1368, -1.4267, 16.998
O, 8.7902, 2.7906, 15.9435
O, 0.3042, 4.7161, 19.6053
O, 5.5236, 6.0098, 11.5441
O, 10.7018, 6.8044, 20.8456
O, 4.1361, -2.284, 10.1333
O, 2.8661, -1.0253, 18.6768
O, 2.3202, -4.567, 20.3366
O, 8.837, 7.3294, 17.1723
O, -8.2844, -0.2021, 11.3182
O, 6.2801, 9.7455, 8.8465
O, 3.8045, 2.1722, 11.2244
O, 12.8751, 11.1286, 21.0793
O, 1.9433, -3.7366, 10.9504
O, 9.3503, -2.1023, 19.6606
O, 8.747, 4.8214, 17.6339
O, 5.9299, 1.9395, 15.9602
O, 4.7835, 6.942, 19.6092
O, 3.9597, 5.2988, 17.7306
O, 1.5224, 8.8386, 12.914
O, 6.453, 6.2616, 17.7318
O, 2.2647, -5.4961, 15.586
O, 6.253, 1.8821, 20.5531
O, 11.3124, 2.3904, 11.1853
O, 11.876, 8.9969, 20.2024
O, 4.2432, -4.3063, 22.1471
O, 5.8624, -0.2716, 14.5831
O, 10.3507, -1.9423, 15.972
O, -1.4081, 4.1348, 10.4786
O, 7.7548, -0.0471, 19.5574
O, 12.1292, 2.2891, 19.8948
O, 2.7183, 5.6073, 24.1033
O, 0.5788, 0.3366, 12.8641
O, 14.3452, -2.1369, 20.9917
O, 1.2422, 4.6953, 22.0634
O, 6.5896, -2.4734, 11.1353
H, 2.7225, 10.825, 14.8507

Results
free energy: -55365.525 eV
free energy less fixed offsets of B -77.42, H -15.86, O -447.96, Si -113.29 eV per atom: -1.565 eV
gap between the highest filled and lowest empty level on this k mesh: 1.214 eV

The program warned: the cutoff lies below the one the program advises for these potential files; the forces do not sum to zero within the program's tolerance; the exchange-correlation potential is rough where the density is thin.
